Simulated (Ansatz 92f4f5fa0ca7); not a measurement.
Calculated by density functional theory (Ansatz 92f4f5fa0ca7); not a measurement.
Periodic cell of 252 atoms, Si144O100N8, from a study of silicon, its oxide and their interface. The atomic structure is a simulated model.
This geometry differs little from another in the collection (a relaxation step or a small displacement).

Settings: functional r2SCAN; potential files Ansatz PAW; basis plane waves; wave-function cutoff 800 eV; density cutoff ratio 5; exchange-correlation grid ratio 1; k mesh 1 x 1 x 1, shifted by 0.5 0.5 0 of a step; self-consistency stop 1e-10 eV per atom in the density residual; occupations fixed; spin none; net charge 0.

Cell vectors (angstrom)
a 10.887 0 0
b 0 10.887 0
c 0 0 35.0019

Atoms and the computed forces on them: element, x, y, z (angstrom), force x, y, z (eV/angstrom)
Si -0.5109 0.6074 0.0293 0.0012 0.0013 -0.0025
Si 2.1152 3.3191 -0.0545 -0.0008 -0.0017 -0.0043
Si -0.1409 5.4653 0.3109 -0.0011 0.0022 -0.0041
Si 2.7018 8.132 0.0224 0.0006 0.0012 -0.0023
Si 5.4801 0.0155 0.2224 0.0001 -0.0006 -0.0034
Si 8.1876 2.827 0.3336 0 0.0032 -0.0059
Si 5.9234 4.9961 -0.0959 -0.003 0.0016 -0.0042
Si 8.5936 7.7456 -0.096 0.0002 0.001 -0.0042
Si 1.2396 1.5464 1.3106 -0.0026 0.0045 -0.0008
Si 4.0143 4.1932 1.2041 -0.001 0.0027 -0.0005
Si 1.3912 6.815 1.4444 0.0027 0.0021 0.0006
Si 3.9533 9.5989 1.3969 -0.002 0.0006 0.0012
Si 6.858 1.3296 1.5388 0.0004 -0.0009 0
Si 9.4318 4.1942 1.7244 0.0033 -0.0036 -0.0029
Si 6.8756 6.7453 1.247 0.0014 -0.0011 -0.0006
Si 9.4457 9.6092 1.2312 -0.0012 0.0033 0.0025
Si -0.0137 2.7765 2.8697 -0.0006 0.0002 -0.0014
Si 2.6051 0.1212 2.6873 -0.001 0.0013 -0.0019
Si -0.0109 8.2884 2.6609 -0.0006 0.0008 -0.0024
Si 2.8046 5.498 2.7655 -0.0003 -0.0025 -0.0028
Si 5.3317 2.7547 2.6618 0.0002 0.0006 -0.0018
Si 8.1688 -0.0733 2.8257 0.0023 0.0018 0.0001
Si 5.442 8.1596 2.606 0 0.0022 -0.0013
Si 8.0538 5.5709 2.9047 -0.0007 0.002 0.0008
Si 1.4122 4.134 4.1332 0.0007 0.0004 0.0004
Si 4.0285 1.3991 4.0646 -0.0002 0.0015 -0.0006
Si 1.3247 9.6022 4.0727 -0.0009 0.0022 -0.0003
Si 4.1399 6.8554 4.0924 0.0014 -0.001 0.0001
Si 6.6919 4.1034 4.0949 -0.0009 -0.0004 0.0006
Si 9.5219 1.344 4.1497 -0.0004 0.0006 -0.0008
Si 6.7547 9.4782 4.0928 0.001 -0.0006 -0.0001
Si 9.5271 6.9252 4.1002 0.0012 0.0014 0.0015
Si -0.0051 0.0131 5.5026 0 0.0017 0
Si 2.7281 2.7394 5.4876 0.0007 0.0025 0
Si 0.0064 5.5131 5.4331 0.0003 0.0012 0.0005
Si 2.7307 8.2207 5.3944 -0.0006 0 -0.0009
Si 5.396 0.0051 5.4059 0.0008 0.0026 0.0002
Si 8.1079 2.7415 5.4248 0.0005 0.0015 0.0004
Si 5.4232 5.4599 5.493 0.0002 0.0027 -0.0006
Si 8.1562 8.2019 5.4896 0.0001 0.0008 0
Si 1.3661 1.3692 6.8351 0.0008 0.0017 -0.0001
Si 4.0907 4.0857 6.8416 0.0012 0.0018 -0.0008
Si 1.3907 6.8521 6.7809 -0.0001 -0.0006 -0.0003
Si 4.0603 9.548 6.8006 0.0003 0.001 0.0004
Si 6.7758 1.3522 6.7761 0.001 0.002 -0.0001
Si 9.5143 4.1064 6.7668 0.0005 0.001 -0.0005
Si 6.8334 6.7908 6.8189 -0.0001 0.0012 -0.0001
Si 9.5236 9.5438 6.8458 0.0011 0.0011 -0.0006
Si -0.0166 2.7373 8.1423 -0.0003 0.0023 0.0001
Si 2.6927 -0.0176 8.1979 -0.0004 0.0014 0.0001
Si 0.0367 8.1857 8.1701 0.0018 0.0016 -0.0002
Si 2.7222 5.4555 8.1435 0.0002 0.0027 0.0002
Si 5.4402 2.6874 8.1762 0.0007 0 0.0006
Si 8.1639 0.0338 8.1535 0.0007 0.0021 0.0011
Si 5.4563 8.1697 8.1167 0.0005 0.0034 0
Si 8.1998 5.4536 8.1869 0.0008 0.0022 0.0011
Si 1.3659 4.0825 9.4841 0.0009 0.001 0.0005
Si 4.055 1.3264 9.5374 0.0007 0.0014 0.0003
Si 1.3292 9.5351 9.608 -0.0011 0.0016 -0.0003
Si 4.1022 6.8126 9.4706 0.0001 0.0018 0.0015
Si 6.8441 4.0385 9.4992 -0.0006 0.0007 -0.0015
Si 9.5482 1.3563 9.5271 0.0023 0.0009 -0.0007
Si 6.837 9.5095 9.4646 0.0001 0.0002 0.0011
Si 9.6217 6.8032 9.5334 0.0007 0.0024 -0.0007
Si -0.053 0.0152 11.0088 -0.0019 0.0012 -0.0027
Si 2.6348 2.6717 10.8674 0.0001 0.0006 0.0006
Si 0.0995 5.4344 10.9096 0.0012 0 -0.0006
Si 2.7442 8.1258 10.8687 0.0007 0.0024 0.0008
Si 5.4521 -0.073 10.814 0.0016 0.0011 -0.0032
Si 8.2489 2.7328 10.8845 0.0015 0.0032 0
Si 5.4443 5.4046 10.7842 0.0002 -0.0015 0.0016
Si 8.2727 8.2239 10.8233 0.001 0.0005 -0.0032
Si 1.3044 1.3843 12.3876 0.0012 0.0022 -0.0003
Si 4.012 4.0597 12.1162 0.0001 0.0036 -0.0007
Si 1.478 6.7535 12.3113 0.001 -0.0016 0.0023
Si 4.1424 9.4242 12.1959 -0.0017 0.0007 -0.0013
Si 6.8268 1.3155 12.0841 0.0021 -0.002 0.001
Si 9.6943 4.038 12.2706 0.0036 0.0005 0.0014
Si 6.9815 6.7128 11.9834 0.0008 0.0025 0.0015
Si 9.4643 9.5452 12.4236 0.0032 0.0029 0.0036
Si -0.0448 2.7601 13.9293 -0.0023 0.0024 0.0034
Si 2.817 -0.0221 13.5592 -0.0005 -0.0003 0.0006
Si 0.1158 8.112 13.6526 0.002 0.0032 -0.0001
Si 2.773 5.3024 13.7088 0.0023 0.0029 0
Si 5.458 2.6995 13.3077 0.0016 0.0024 0.0019
Si 7.9232 0.0957 13.7376 0.0009 0.0036 0.0035
Si 5.6164 7.9051 13.3453 0.0036 -0.0006 0.0007
Si 8.3026 5.4458 13.441 -0.001 0.0044 -0.001
Si 1.7307 3.8193 15.3431 0.0002 0.0038 0.0067
Si 4.0048 1.6195 14.758 0.0029 0.0039 0.0048
Si 1.403 9.6038 14.9322 -0.0059 0.004 0.0047
Si 4.6752 6.211 14.6978 -0.0007 0.0039 0.0069
Si 6.8426 4.0532 14.5527 -0.0017 0 0.0057
Si 8.943 1.8443 15.1188 0.0017 0.0007 0.0007
Si 6.2415 9.5832 14.8057 -0.0058 0.0035 0.0016
Si 9.4812 6.8436 14.9239 -0.0061 0.011 0.0111
Si -6.613 20.6123 18.8641 0.0016 -0.0037 0.0069
Si -1.2178 2.5656 21.7206 0.001 0.0011 0.0046
Si 7.947 14.8586 25.8878 -0.0003 -0.0004 -0.0041
Si 22.9288 17.9861 25.9914 0.0001 -0.0013 -0.0035
Si -3.2069 0.3292 22.6508 -0.0016 -0.0009 0.0032
Si 25.7641 1.4536 17.6418 -0.0001 0.0004 0.0027
Si -12.9121 15.9004 20.3501 -0.002 0.0002 0.0043
Si 11.7845 9.7151 24.6623 -0.006 -0.0044 0.0023
Si -0.0653 -3.6921 20.3571 -0.0007 0.0015 0.0088
Si 16.6085 20.5426 26.6765 0.0015 0 -0.0007
Si 1.4874 22.8201 26.3833 -0.0001 0 -0.0039
Si 9.2425 6.5471 17.9236 0.0023 0.0023 0.0082
Si 14.777 30.3569 16.2318 0.0019 -0.0008 0.0009
Si -15.7486 -1.5899 21.3541 -0.0006 -0.0006 0.0056
Si 18.9753 8.7343 16.7096 0.016 0.0153 -0.0022
Si 9.5522 8.6315 22.7739 0.0025 0.0037 0.009
Si 12.2178 3.8645 22.7017 -0.0016 0.0011 0.0038
Si 1.4062 23.7191 20.7553 -0.0022 0.0018 0.0066
Si 1.8006 21.775 18.7346 0.0007 0.0003 0.0036
Si 2.947 16.3042 24.6387 -0.0012 -0.0018 0.0022
Si 10.6127 12.4369 28.6565 0.0004 -0.0026 -0.0056
Si 6.726 9.0574 32.9784 -0.001 0.0051 -0.0035
Si 13.3761 25.6395 18.4587 -0.0012 0.0024 0.0068
Si -6.2642 6.7927 32.9034 -0.002 0 -0.0055
Si -7.1462 -9.2682 30.2535 0.0026 -0.003 -0.0049
Si 7.3849 6.8111 22.2664 0.0004 -0.0007 0.005
Si -12.7222 24.9336 30.8125 -0.0019 0.001 -0.006
Si 12.0828 7.8745 28.8914 0.0001 -0.0001 -0.0072
Si 2.6361 5.9942 20.6393 -0.0015 0 0.0066
Si 10.2802 21.7578 16.9837 -0.0023 -0.0076 -0.0009
Si 5.0784 10.3661 23.8236 -0.0036 0.001 0.0031
Si -3.173 15.8993 28.6806 0.0023 0.0036 -0.0058
Si -2.8502 21.6405 28.0062 -0.0013 -0.0021 -0.0055
Si -13.8291 7.8146 27.3656 0.0001 -0.0002 -0.0031
Si 3.2646 10.251 28.3432 0.0013 -0.0026 -0.0043
Si 3.6805 34.1121 33.2159 0.0031 0.0008 -0.0093
Si 2.4618 22.8988 23.5629 -0.0001 -0.0006 0.0027
Si -8.2322 -5.2615 30.618 -0.0011 0.0004 -0.0061
Si -0.007 9.9956 30.3779 0.0022 -0.0011 -0.0046
Si -4.1232 12.1365 25.4691 -0.0008 -0.0016 0.0001
Si 1.3926 21.0274 33.0845 0.0009 -0.0011 -0.0083
Si 11.9218 13.9098 30.9089 0.0006 -0.0008 -0.0039
Si 15.4391 18.1481 22.7303 -0.0004 -0.0022 0.0039
Si 15.5852 25.7857 28.7702 0.0025 -0.0004 -0.0054
Si 20.1588 6.4547 24.7979 0.0031 -0.0013 0.0017
Si 26.7943 14.5512 25.855 0.0008 0.0003 -0.0011
Si 7.9709 11.0805 30.8924 -0.0003 0.0017 -0.0074
Si 21.3739 -7.7955 33.3777 -0.0017 0.0029 -0.0076
O 6.1341 -6.1642 28.7808 0.0001 -0.0012 0.0015
N -1.3967 2.0341 34.3849 -0.0005 0.0007 0.0058
O 7.063 -0.6092 31.9661 -0.0024 -0.0046 0.0056
O -2.5634 15.2665 30.039 0.0029 -0.0032 0.0042
O 5.5361 5.5444 33.4017 -0.0016 0.0016 0.0023
O -7.9442 13.7145 33.6117 -0.001 -0.0002 0.0022
O -10.8956 17.3988 25.023 0.001 0.0023 0.0003
O 6.4583 -13.5499 26.8504 0 0.0002 0.002
O 12.0099 20.7752 31.5257 0.0008 0.0007 0.0083
O 18.8111 6.6231 28.4873 -0.001 -0.0012 0.002
O 9.4425 10.4056 30.9667 0.0012 -0.0005 0.0024
O 10.9366 10.7836 33.6758 -0.002 0.0014 0.0025
N -2.1697 18.0805 23.3117 -0.0011 -0.0001 -0.0032
O 8.6162 9.2158 27.8826 -0.0012 0.0001 0.0029
N 6.8987 10.9564 26.7307 -0.0021 -0.0009 0.0009
O 15.6296 12.2352 16.2129 -0.0015 -0.001 -0.0015
O 4.6169 8.7907 17.6301 0 0.0006 0.0021
O -8.588 19.882 28.5613 0.0007 0.0006 0.0016
O -0.2916 3.581 22.6265 -0.001 -0.003 -0.0026
O 2.3031 8.8718 16.099 -0.0002 0.0032 -0.0059
O -0.3083 8.9548 23.9592 -0.0033 0.0029 0.0003
O 1.5557 3.0656 19.5578 0.0022 -0.0003 -0.0043
O -4.4729 4.4805 25.8197 -0.0008 -0.0019 0.0009
O 5.1143 9.1454 20.068 -0.0084 0.0026 -0.0074
O 7.8197 3.0269 15.435 -0.0026 0.0035 0.0003
O 8.5401 1.6952 22.4912 0.0001 0.0003 -0.0068
O 11.2173 10.5652 15.7039 0.0036 0.0032 0.0028
O 13.5371 9.5331 18.9295 0.0009 0.0036 -0.0019
O 10.2181 5.764 20.8385 -0.002 0.0002 -0.0025
O 2.9152 16.1418 19.2054 -0.0005 -0.0027 -0.0027
O 1.6837 15.4541 24.0863 -0.0007 -0.0032 -0.0014
O 4.6972 0.4079 18.6677 -0.0016 0.0006 -0.0009
O -24.1933 -2.7939 15.264 -0.002 -0.0052 0.0186
O -16.9063 1.1773 34.2568 -0.0024 0.0005 0
O -1.0641 17.0922 16.4277 -0.0016 0.006 -0.0041
O 28.9463 8.1438 21.3352 -0.0005 0.0006 -0.0012
O -6.1274 24.283 29.3742 -0.0008 -0.0017 0.0037
O 25.6137 13.8616 18.1887 0.0006 -0.0009 -0.0028
O -14.1254 16.4897 21.2323 0.0013 -0.002 -0.0035
O 10.3554 7.3473 18.8061 -0.0019 0.0002 -0.0023
O 12.9729 0.6205 20.2025 0.0004 -0.0015 -0.0081
O 12.5384 -0.3036 23.516 -0.0035 0.0008 0.0003
O 9.4804 23.1168 16.6018 0.0017 -0.0061 -0.0037
O 10.258 19.2473 21.3329 0 -0.0015 0.0032
O 4.8468 9.784 25.3198 0.0015 0.001 0.0004
O 4.2219 3.8819 27.2353 0.0001 -0.0004 0.004
O 17.5668 -0.1033 21.4194 -0.0017 -0.0023 -0.0008
O 5.7629 15.9818 15.2812 0.0002 0.0001 -0.0062
O 5.9763 6.504 23.0084 -0.0002 0.0014 -0.0013
N 5.0144 8.9918 22.7358 -0.0013 -0.0007 -0.0009
O 9.2375 9.6911 17.2513 -0.0101 -0.0167 -0.0286
O 1.7299 25.9031 17.0024 -0.0007 -0.0015 -0.0055
O 2.4612 0.8809 17.5289 0.0015 0.0018 0.0024
O 8.7994 4.8886 24.8611 0.0007 0.0005 0.0004
O 7.965 2.3747 25.5076 -0.0009 0.0006 -0.0005
O -20.0588 -2.1098 33.8883 0.0013 0.0013 0.0008
O -9.351 18.052 20.4413 -0.0011 -0.0007 -0.0013
O 19.2982 15.1105 27.4274 -0.0008 -0.0008 0.0013
O -5.3082 18.9192 32.4126 -0.0007 0.0012 0.0044
O 23.9022 1.7572 25.0534 -0.0019 -0.0023 0.0008
O 25.7237 17.6071 21.2893 -0.0027 -0.001 -0.0016
O 12.8646 15.769 21.6154 -0.0002 0.0005 -0.0024
O 19.7875 3.44 20.6128 0.0004 0.002 0.0003
O 0.6316 7.2524 27.5099 0.0008 0.0012 0.0035
O -6.1931 20.5876 27.891 0 0.0014 0.0036
O 0.6489 13.2316 32.3595 -0.0007 0.0021 0.0062
O 7.286 21.7102 29.4482 0.0021 0.0003 0.0047
O 19.6279 16.1399 18.7487 -0.0004 0.002 -0.0032
O 3.5681 32.7794 29.7328 -0.0007 0 0.0021
O -6.2806 20.5267 15.2027 -0.0016 0.0016 0.0021
O 4.1332 17.9013 15.9968 0.0046 -0.0014 -0.0033
O 17.6673 9.566 16.3644 0.0168 -0.0096 -0.0042
N -0.3834 13.6277 29.9244 0.0013 0.0009 0.0072
N -10.2634 4.1743 34.3431 0.0022 -0.0003 0.0012
O 0.2429 21.7587 18.3623 -0.0037 -0.0006 -0.0093
O -1.7151 1.0359 28.0695 0.002 -0.0011 0.0028
O -5.5169 2.0971 25.6505 -0.0004 -0.0011 0.0017
O 12.5946 19.406 25.4032 -0.0052 0.0015 -0.0017
O -1.1365 17.4853 34.5828 0.0006 0.0001 0.0026
N 2.0231 24.0753 22.3524 -0.002 -0.0027 -0.0025
O 8.7194 -11.7772 22.7117 0.0038 -0.0044 -0.0022
O 0.6365 23.7874 27.3781 -0.0021 0.0008 0.0046
O 13.1475 24.0358 30.2169 -0.0005 0.0023 0.0029
O 25.8895 26.0909 24.706 -0.0034 -0.0009 -0.0001
O 10.7121 23.3854 20.9454 0.0002 0.0008 -0.0032
O 11.326 11.111 29.2865 0.0008 -0.0019 0.0038
O 9.4768 14.6693 32.2797 0.0028 -0.0022 0.005
O 2.816 24.402 15.2204 0.0033 -0.0028 -0.0005
O 13.2887 6.0601 26.0158 -0.0016 0.0002 0
O 3.566 17.1937 31.7794 0.0029 0.0016 0.0048
O 4.3188 12.4875 31.7536 -0.004 -0.0019 0.0108
O 1.8507 17.6488 29.833 0.0038 -0.0053 0.0007
O -9.3503 15.4455 31.1456 -0.0008 -0.001 0.0027
O 7.0531 14.7045 34.6075 0.0024 -0.0004 0.0022
O 11.3637 21.6613 25.8264 0.0027 -0.0015 0.0026
O 25.4255 4.8866 29.5991 -0.0011 0.0009 0.0032
O 14.3565 17.6006 23.7973 -0.0007 -0.0001 -0.0005
O -8.1907 11.2748 27.2274 0.002 -0.0015 0.0047
N 17.4953 22.1476 23.9769 -0.0012 -0.0016 -0.0006
O 3.8086 -3.6467 34.2276 -0.0011 0.0036 0.0036
O -2.1942 -3.6338 26.0683 -0.0014 0 0.0009
O 2.6741 0.2 33.2854 -0.001 0.0032 0.0064
O 8.1358 34.478 31.0691 0.0008 0.0015 0.0025
O -6.8858 33.2962 23.4224 -0.0007 -0.001 0.0002
O 18.831 18.4019 17.7494 0.0004 0.0115 -0.0084
O 10.838 -2.3379 29.6685 0.0033 0.0001 0.0021
O 18.9306 8.2104 33.4202 -0.0009 -0.0001 0.0051
O -4.6705 20.6376 34.3412 0.001 0.0032 -0.0003

Results
free energy: -152235.056 eV
free energy less fixed offsets of N -386.36, O -570.45, Si -639.56 eV per atom: -2.536 eV

The program warned: the cutoff lies below the one the program advises for these potential files; the forces do not sum to zero within the program's tolerance; empty levels may hold ghost states of the PAW files; the exchange-correlation potential is rough where the density is thin.
